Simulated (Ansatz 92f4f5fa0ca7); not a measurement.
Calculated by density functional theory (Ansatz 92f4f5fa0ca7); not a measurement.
Periodic cell of 442 atoms, Si288O154, from a study of silicon, its oxide and their interface. The atomic structure is a simulated model.
Doubt: the cutoff is far below the 930 eV that the study's wrapper takes by default for these files, so forces and energies are approximate.
This geometry differs little from another in the collection (a relaxation step or a small displacement).

Settings
functional: PBE
potential files: Ansatz PAW
basis: plane waves
wave-function cutoff: 580 eV
density cutoff ratio: 5
exchange-correlation grid ratio: 1
k mesh: 1 x 1 x 1, Gamma-centred
self-consistency stop: 5e-08 eV per atom in the density residual
occupations: fixed
spin: none
net charge: 0

Cell vectors (angstrom)
a	15.4687	0	0
b	0	15.4687	0
c	2.0816	6.772	33.9039

Atoms and the computed forces on them: element, x, y, z (angstrom), force x, y, z (eV/angstrom)
Si	2.059	7.106	25.239	-0.014	-0.021	0.077
Si	2.034	10.258	25.038	0.015	0.001	0.011
Si	2.066	14.879	25.05	0.026	-0.007	0.025
Si	2.116	2.583	25.09	0	0.009	0.009
Si	5.712	6.994	24.938	0.033	-0.043	0.081
Si	6.084	11.343	25.138	-0.007	-0.01	0
Si	6.066	13.781	25.108	0.002	0.001	-0.006
Si	5.849	2.676	24.639	-0.017	0.031	-0.002
Si	9.797	7.127	25.09	-0.02	-0.046	0.028
Si	9.825	10.265	25.15	-0.008	0.035	0.046
Si	9.853	14.837	25.117	-0.019	-0.031	0.027
Si	9.829	2.508	25.095	-0.014	0.044	0.024
Si	-1.874	7.137	25.122	0.02	-0.053	0.052
Si	-1.788	10.27	25.124	0.013	0.007	-0.001
Si	-1.803	14.885	25.118	0.011	-0.035	0.05
Si	-1.863	2.558	25.05	0.018	0.028	-0.006
Si	3.989	6.836	26.512	-0.013	-0.005	-0.023
Si	4.055	10.689	26.27	-0.009	0.027	0.001
Si	4.076	14.47	26.281	-0.028	0.005	-0.004
Si	4.092	2.88	26.299	0.011	0.022	-0.005
Si	7.754	6.81	26.239	-0.008	-0.014	-0.007
Si	7.901	10.658	26.466	0.009	0.033	-0.004
Si	7.91	14.453	26.419	0.008	-0.016	-0.002
Si	7.76	2.809	26.195	0.002	0.012	-0.004
Si	11.69	6.825	26.461	0.004	-0.02	-0.016
Si	11.759	10.582	26.451	-0.014	0.022	0.005
Si	11.762	14.564	26.463	0.005	-0.02	-0.001
Si	11.727	2.844	26.446	0.001	0.03	0.006
Si	0.07	6.801	26.433	0	-0.006	-0.024
Si	0.153	10.607	26.415	-0.005	0.034	0.008
Si	0.158	14.553	26.395	-0.009	-0.028	-0.009
Si	0.119	2.908	26.33	0	0.023	0.008
Si	4.046	8.803	27.769	0.018	-0.021	0.018
Si	3.984	12.578	27.711	0.015	0	0.01
Si	4.083	16.417	27.69	0.032	-0.012	0.015
Si	4.028	4.813	27.723	0.003	-0.009	-0.004
Si	7.823	8.673	27.74	-0.022	-0.02	0.016
Si	7.964	12.568	27.834	0.007	0.001	-0.003
Si	7.838	16.437	27.715	-0.031	-0.005	0.018
Si	7.813	4.809	27.587	-0.001	0.016	-0.009
Si	11.734	8.704	27.864	0.002	0.005	0.028
Si	11.769	12.571	27.739	0.005	0	0.006
Si	11.751	16.445	27.866	-0.003	-0.011	0.03
Si	11.721	4.832	27.736	0.002	-0.002	-0.003
Si	0.143	8.711	27.822	0.005	-0.013	0.036
Si	0.157	12.584	27.721	-0.004	-0.005	0.005
Si	0.164	16.474	27.771	0.013	0.005	0.04
Si	0.12	4.829	27.725	-0.004	-0.005	0.004
Si	2.103	8.72	29.131	-0.015	0.006	0
Si	2.08	12.575	29.113	-0.01	-0.003	0.003
Si	2.129	16.442	29.091	-0.027	0.001	0.003
Si	2.075	4.826	29.09	-0.004	0.001	0
Si	5.943	8.713	29.148	0.004	0.006	-0.001
Si	5.945	12.572	29.098	-0.007	-0.001	-0.009
Si	5.952	16.436	29.126	-0.001	0	-0.006
Si	5.957	4.831	29.086	0.001	-0.002	0.006
Si	9.762	8.703	29.132	0.017	0.012	0.007
Si	9.876	12.574	29.159	0	-0.004	0
Si	9.771	16.443	29.125	0.021	0.001	0.005
Si	9.755	4.831	29.056	0.001	-0.008	0.005
Si	13.684	8.707	29.169	0.003	0.006	0.003
Si	13.7	12.573	29.103	0.005	-0.001	0.003
Si	13.711	16.443	29.155	0.003	-0.002	0.003
Si	13.662	4.834	29.106	0.008	0	0.006
Si	2.082	6.772	30.485	0.138	-0.074	-0.174
Si	2.082	10.639	30.485	-0.04	0.1	0.077
Si	2.082	14.506	30.485	0.049	0.082	-0.139
Si	2.082	2.905	30.485	0.097	-0.044	-0.145
Si	5.949	6.772	30.485	-0.023	-0.14	-0.095
Si	5.949	10.639	30.485	0.047	0.168	0.073
Si	5.949	14.506	30.485	-0.019	-0.094	-0.036
Si	5.949	2.905	30.485	0.036	0.047	-0.096
Si	9.816	6.772	30.485	-0.227	-0.199	-0.18
Si	9.816	10.639	30.485	-0.039	-0.09	0.174
Si	9.816	14.506	30.485	-0.014	0.116	0.148
Si	9.816	2.905	30.485	-0.228	0.142	-0.153
Si	13.683	6.772	30.485	0.018	-0.173	0.114
Si	13.683	10.639	30.485	0.027	0.169	0.155
Si	13.683	14.506	30.485	0.089	-0.108	0.072
Si	13.683	2.905	30.485	0.013	0.122	0.129
Si	1.934	0	3.417	0.067	0.212	0.013
Si	1.934	3.867	3.417	0.056	-0.123	-0.051
Si	1.934	7.734	3.417	-0.005	-0.023	-0.008
Si	1.934	-3.867	3.417	0.129	-0.308	-0.206
Si	5.801	0	3.417	-0.095	0.063	0.255
Si	5.801	3.867	3.417	-0.159	0.218	0.076
Si	5.801	7.734	3.417	-0.06	-0.153	-0.002
Si	5.801	-3.867	3.417	-0.022	0.175	-0.128
Si	9.668	0	3.417	-0.128	0.164	-0.085
Si	9.668	3.867	3.417	0.078	-0.057	-0.088
Si	9.668	7.734	3.417	-0.026	0.192	-0.192
Si	9.668	-3.867	3.417	0.076	-0.206	-0.035
Si	-1.934	0	3.417	0.157	-0.076	0
Si	-1.934	3.867	3.417	0.011	0.039	0.223
Si	-1.934	7.734	3.417	0.074	-0.26	-0.283
Si	-1.934	-3.867	3.417	-0.167	0.116	-0.062
Si	1.969	1.947	4.811	-0.002	-0.003	-0.001
Si	1.933	5.785	4.771	-0.007	0.005	0.001
Si	1.927	9.655	4.795	0	-0.015	-0.003
Si	1.956	-1.947	4.728	0.003	0.006	0.004
Si	5.766	1.964	4.796	0.016	0.014	0.006
Si	5.778	5.808	4.823	0.01	0.004	0.002
Si	5.807	9.676	4.742	0.005	-0.006	0.007
Si	5.796	-1.938	4.805	0.014	0.013	-0.003
Si	9.657	1.942	4.793	0.007	-0.002	-0.01
Si	9.684	5.814	4.743	0.012	-0.01	0.009
Si	9.656	9.658	4.806	0.005	0.001	0.002
Si	9.676	-1.933	4.745	0.002	-0.009	0.005
Si	-1.909	1.918	4.792	-0.013	0.007	0.005
Si	-1.898	5.814	4.808	-0.009	-0.003	-0.002
Si	-1.958	9.648	4.728	-0.014	0.004	0.001
Si	-1.952	-1.932	4.797	-0.013	0.017	0.007
Si	0.043	1.895	6.168	0.002	-0.003	-0.013
Si	0.056	5.738	6.196	0.016	0.003	-0.013
Si	-0.07	9.568	6.092	0.001	0.008	0.012
Si	0.047	-2.067	6.061	0.022	-0.001	0.007
Si	3.874	1.999	6.256	0.005	-0.012	0.003
Si	3.799	5.788	6.206	-0.01	0.009	0.016
Si	3.908	9.652	6.113	0.001	0.025	0.017
Si	3.824	-1.933	6.15	-0.02	0.006	0.022
Si	7.697	2.077	6.136	-0.04	-0.008	-0.025
Si	7.781	5.895	6.111	0.002	0.006	0
Si	7.688	9.725	6.149	-0.017	0.017	-0.03
Si	7.78	-1.906	6.118	-0.004	0.006	-0.031
Si	-3.86	1.869	6.136	0.02	-0.011	-0.019
Si	-3.87	5.849	6.115	-0.017	0.012	-0.022
Si	-3.839	9.624	6.127	0.009	-0.013	-0.027
Si	-3.922	-1.885	6.162	-0.003	0.003	-0.028
Si	0.081	-0.141	7.365	-0.013	-0.001	-0.018
Si	0.072	3.798	7.609	-0.01	0.006	0.023
Si	0.061	7.697	7.545	0.013	0.01	-0.002
Si	-0.043	-4.008	7.455	0.018	-0.009	-0.016
Si	3.849	0.013	7.542	0.004	0.008	-0.03
Si	3.858	3.926	7.729	0.002	0.001	0.011
Si	3.849	7.756	7.536	0.003	-0.007	-0.002
Si	3.752	-3.911	7.483	0.007	-0.01	-0.017
Si	7.728	0.093	7.374	0.029	0.023	0.028
Si	7.777	4.041	7.545	-0.018	0.016	0.013
Si	7.689	7.806	7.517	-0.012	-0.033	0.002
Si	7.707	-3.814	7.532	0.052	-0.019	0.024
Si	-3.964	0.008	7.652	-0.005	0.009	0.002
Si	-3.802	3.862	7.349	0	0.006	0.011
Si	-3.858	7.734	7.583	0.015	-0.004	0.003
Si	-3.873	-3.88	7.4	-0.017	0	0.006
Si	1.926	-0.233	8.874	0.014	-0.085	-0.022
Si	1.894	3.933	9.176	0.014	-0.001	0.008
Si	1.951	8.427	8.847	0	0.001	-0.013
Si	1.832	-4.593	8.743	-0.004	0.007	0.014
Si	5.849	-0.354	8.717	-0.021	-0.003	-0.006
Si	5.877	4.616	8.85	0.008	0.029	-0.021
Si	5.77	7.121	8.783	-0.011	-0.026	0.008
Si	5.692	-3.536	8.756	-0.047	-0.025	-0.011
Si	-5.993	0.62	8.884	0.004	-0.038	-0.049
Si	-5.633	3.797	8.76	-0.008	0.016	-0.014
Si	-5.855	8.213	8.833	0.007	-0.016	0.004
Si	-5.751	-4.085	8.772	-0.032	0.016	-0.033
Si	-1.853	-0.428	8.609	0	-0.008	-0.006
Si	-1.962	4.036	8.795	0.027	0.01	-0.027
Si	-1.863	7.236	8.829	-0.013	0.008	-0.017
Si	-1.98	-3.594	8.76	0.021	-0.012	0.003
Si	1.661	-3.017	10.482	0.012	-0.005	0.015
Si	1.51	2.252	10.832	-0.013	0.019	0.01
Si	6.229	4.49	23.139	-0.006	-0.006	0.004
Si	4.015	6.772	31.852	-0.008	-0.097	0.009
Si	4.015	10.639	31.852	0.003	0.036	0.001
Si	4.015	14.506	31.852	-0.012	-0.019	0.002
Si	4.015	2.905	31.852	-0.001	0.063	-0.001
Si	7.882	6.772	31.852	0.026	-0.038	0.015
Si	7.882	10.639	31.852	-0.003	0.117	0.025
Si	7.882	14.506	31.852	0.015	-0.078	0.015
Si	7.882	2.905	31.852	0.01	0.025	0.018
Si	11.749	6.772	31.852	0.039	-0.074	-0.018
Si	11.749	10.639	31.852	-0.009	-0.031	0
Si	11.749	14.506	31.852	-0.021	0.074	0.003
Si	11.749	2.905	31.852	0.034	0.032	-0.019
Si	0.148	6.772	31.852	-0.033	-0.046	-0.009
Si	0.148	10.639	31.852	-0.002	0.051	0.014
Si	0.148	14.506	31.852	-0.017	-0.008	0.002
Si	0.148	2.905	31.852	-0.021	0.007	-0.004
Si	4.015	8.706	33.22	0.002	0.017	-0.007
Si	4.015	12.573	33.22	0.011	-0.006	0.013
Si	4.015	0.971	33.22	0.005	0.014	-0.001
Si	4.015	4.838	33.22	0.011	0.002	0.014
Si	7.882	8.706	33.22	-0.009	0.003	-0.011
Si	7.882	12.573	33.22	-0.016	-0.012	0.017
Si	7.882	0.971	33.22	-0.011	-0.004	-0.008
Si	7.882	4.838	33.22	-0.035	-0.012	0.007
Si	11.749	8.706	33.22	0.001	0.031	0.002
Si	11.749	12.573	33.22	-0.03	-0.032	0.003
Si	11.749	0.971	33.22	0.006	-0.036	0.016
Si	11.749	4.838	33.22	-0.021	0.022	0.004
Si	0.148	8.706	33.22	0.012	0.016	-0.006
Si	0.148	12.573	33.22	0.029	-0.013	0.012
Si	0.148	0.971	33.22	-0.013	0	0.002
Si	0.148	4.838	33.22	0.053	0.011	0.003
Si	0	1.934	0.683	-0.018	-0.015	-0.004
Si	0	5.801	0.683	0.004	0.019	-0.007
Si	0	-5.801	0.683	-0.004	-0.015	-0.005
Si	0	-1.934	0.683	0.028	-0.002	0.003
Si	3.867	1.934	0.683	0.019	0.007	0.001
Si	3.867	5.801	0.683	-0.006	-0.005	-0.01
Si	3.867	-5.801	0.683	0.031	0.009	-0.009
Si	3.867	-1.934	0.683	-0.004	-0.012	0.003
Si	7.734	1.934	0.683	-0.03	-0.006	0
Si	7.734	5.801	0.683	-0.006	0.032	-0.009
Si	7.734	-5.801	0.683	-0.03	-0.009	-0.003
Si	7.734	-1.934	0.683	-0.016	-0.007	-0.006
Si	11.602	1.934	0.683	0.022	-0.032	-0.005
Si	11.602	5.801	0.683	-0.011	0.027	-0.02
Si	11.602	-5.801	0.683	0.032	0.026	-0.011
Si	11.602	-1.934	0.683	-0.007	-0.018	0.005
Si	0	0	2.05	-0.025	0.029	-0.013
Si	0	3.867	2.05	0.018	-0.031	0.006
Si	0	7.734	2.05	-0.012	-0.006	-0.017
Si	0	-3.867	2.05	0.016	0.039	0.012
Si	3.867	0	2.05	-0.014	0.008	-0.01
Si	3.867	3.867	2.05	-0.005	0.06	-0.034
Si	3.867	7.734	2.05	-0.003	-0.008	-0.011
Si	3.867	-3.867	2.05	-0.015	-0.052	-0.04
Si	7.734	0	2.05	0.045	0.025	0
Si	7.734	3.867	2.05	0.018	0.004	0.017
Si	7.734	7.734	2.05	0.031	-0.063	0
Si	7.734	-3.867	2.05	-0.016	0.013	0.003
Si	11.602	0	2.05	-0.008	0.063	0.014
Si	11.602	3.867	2.05	-0.034	0.016	-0.006
Si	11.602	7.734	2.05	-0.017	-0.043	-0.018
Si	11.602	-3.867	2.05	0.018	-0.053	-0.026
Si	3.644	2.633	13.236	0.001	0.007	0.002
Si	-1.439	10.775	17.938	-0.003	0.002	0.003
Si	-0.199	7.077	13.446	-0.005	-0.009	0.001
Si	6.454	3.312	11.81	-0.007	-0.006	-0.008
Si	8.006	5.776	12.963	-0.008	0.007	-0.005
Si	7.438	0.504	11.105	-0.001	0.015	0.005
Si	8.487	2.19	18.453	0.002	0.002	0.003
Si	-5.23	6.124	10.995	0.006	0.004	-0.001
Si	2.014	4.879	17.668	-0.006	0.005	0.003
Si	7.831	-2.062	12.715	0.014	0.007	0.004
Si	-2.119	12.558	22.939	-0.014	-0.005	-0.026
Si	-1.548	1.764	10.894	0.003	0.011	0.027
Si	-2.588	7.834	11.664	0.009	-0.006	0.001
Si	2.9	12.861	17.507	-0.005	0.004	0.012
Si	1.822	-2.1	14.712	-0.003	-0.008	0.004
Si	1.747	4.848	23.065	-0.024	-0.004	-0.015
Si	1.093	1.9	17.64	-0.004	-0.001	0
Si	1.591	10.18	17.415	0.001	-0.001	-0.004
Si	3.318	-4.02	12.952	0.003	0.008	-0.018
Si	8.094	6.441	16.098	0.012	-0.008	0
Si	7.91	-1.586	15.667	0	-0.003	0.002
Si	1.885	9.038	14.402	-0.003	-0.005	0.001
Si	3.974	6.979	13.472	-0.001	0.002	-0.004
Si	6.22	8.089	11.779	0.008	-0.006	-0.019
Si	-2.637	-4.572	11.723	0	-0.004	0.012
Si	-2.978	-0.418	12.425	0.007	0.005	0.009
Si	-4.558	-0.745	15.153	0.01	0.004	0.007
Si	1.961	6.478	11.23	-0.009	-0.005	-0.005
Si	-4.869	-2.475	11.391	-0.002	-0.003	-0.003
Si	5.241	14.662	17.142	-0.002	0.005	0.008
Si	11.318	1.327	17.456	-0.002	0.003	-0.004
Si	2.435	8.938	20.032	0.005	0.009	-0.004
Si	1.35	14.723	19.5	0.002	0.001	-0.002
Si	4.123	4.71	15.37	-0.004	0.001	0
Si	-0.599	-2.595	12.682	-0.003	0.006	-0.004
Si	8.932	11.547	17.571	0	0.003	0.002
Si	-1.717	3.333	17.537	-0.001	0.003	0.002
Si	9.209	4.865	20.032	0.011	0.002	0.007
Si	7.725	8.736	17.855	0.003	-0.004	0.007
Si	-1.484	4.857	22.985	0.015	0.002	-0.025
Si	2.947	0.609	15.415	0	0.006	0.008
Si	2.731	10.998	22.228	0.014	0.006	-0.005
Si	5.558	15.484	22.695	-0.01	0.004	0.001
Si	6.834	15.298	19.799	-0.005	0.008	0.002
Si	-0.69	5.783	16.238	-0.001	-0.006	0
Si	6.379	4.072	17.374	-0.003	-0.002	0.009
Si	5.531	9.545	22.923	-0.001	0.02	-0.009
Si	2.707	14.106	22.203	0.006	-0.001	-0.011
Si	11.668	12.294	16.77	0.001	0	0.001
Si	5.525	8.311	20.137	0.006	0	-0.002
Si	6.094	-4.457	11.672	-0.011	-0.014	0.003
Si	8.999	13.115	20.214	-0.003	-0.004	-0.004
Si	6.146	5.256	20.193	-0.002	-0.013	0.014
Si	1.762	5.98	20.369	0.002	-0.017	-0.002
Si	9.449	4.802	23.054	-0.025	0.008	-0.027
Si	10.217	12.529	22.943	0.008	0.004	-0.04
Si	10.149	6.998	18.031	-0.001	-0.006	0.007
Si	-1.381	5.357	19.99	-0.009	-0.006	0
Si	-1.298	13.071	20.124	0.003	-0.001	-0.007
Si	11.603	14.395	19.235	0.005	0	-0.002
Si	-2.272	7.691	18.116	0	-0.006	-0.003
O	1.882	0.826	10.13	0	0.034	0.024
O	2.073	-1.706	9.591	0.002	-0.014	0.007
O	4.74	5.958	14.502	0.003	-0.007	0.008
O	0.678	6.426	12.231	0.004	0.005	-0.005
O	2.45	2.5	12.145	0.018	-0.001	0.005
O	2.007	7.92	10.443	0.006	-0.016	0.021
O	-2.12	-4.447	10.168	-0.011	-0.004	0.016
O	8.834	0.077	10.329	-0.025	0	0.033
O	6.116	0.478	10.124	0.012	0.003	0.007
O	6.096	4.033	10.392	0.003	-0.026	0.037
O	5.621	7.793	10.294	0.028	0.003	0.027
O	5.778	-1.94	9.182	0.013	0.022	0.011
O	-5.748	2.219	9.253	0.003	-0.011	0.009
O	-3.046	9.354	12.057	-0.003	0.01	-0.005
O	-0.5	2.233	17.434	0.002	-0.001	0.005
O	9.438	7.31	10.202	-0.001	-0.009	0
O	-3.973	-2.263	15.422	-0.001	0.001	0.001
O	6.603	-0.76	16.22	0.001	-0.003	-0.001
O	-1.907	-1.988	9.159	0.001	0.012	0.014
O	-1.99	6.767	19.433	0.002	0.005	0.01
O	-2.184	3.084	10.149	-0.002	-0.024	0.026
O	-1.92	5.629	9.245	-0.001	-0.034	0.007
O	-1.714	7.994	10.287	-0.007	0.008	0.026
O	7.309	6.956	12.109	-0.005	0.006	0.006
O	-3.885	-1.152	11.243	0.006	-0.004	0
O	1.698	9.028	18.57	-0.002	0.004	-0.004
O	9.526	5.682	12.388	-0.022	-0.004	0.018
O	3.105	-2.937	14.144	-0.011	0.003	0
O	-5.781	-5.661	9.329	0	-0.001	0.02
O	7.269	-0.581	12.309	0.002	-0.019	0.012
O	-1.991	6.175	23.793	-0.005	-0.004	-0.014
O	8.246	12.817	16.837	-0.001	0.001	-0.003
O	-1.714	7.271	12.907	0.009	-0.005	0.004
O	2.422	-5.334	13.321	-0.001	-0.001	0.002
O	4.894	-4.366	12.776	-0.011	0.001	0.001
O	1.794	13.106	16.318	0.005	0.003	0.002
O	-1.411	0.527	9.861	0.007	0.005	-0.001
O	7.376	7.855	16.514	-0.002	0.003	-0.004
O	2.859	7.736	14.37	-0.006	0.008	0.003
O	5.042	8.052	12.901	-0.01	-0.004	0.008
O	1.819	11.035	23.589	-0.002	0.004	-0.013
O	9.189	12.476	21.689	0.005	0.004	0.021
O	5.53	8.39	24.081	0.001	0.039	-0.013
O	5.792	4.384	21.547	-0.001	0.006	-0.01
O	-0.066	13.914	19.478	0.002	0.001	0.008
O	2.079	1.005	24.613	-0.003	-0.004	-0.013
O	9.87	11.22	23.828	0.001	0.011	-0.017
O	4.051	8.919	19.827	-0.007	-0.001	0.008
O	6.281	14.26	23.514	-0.001	0.009	0
O	1.907	14.054	23.629	0.002	-0.002	-0.016
O	-3.156	2.604	17.36	0.003	-0.004	0.006
O	5.63	1.32	23.687	0	-0.037	0
O	11.714	15.952	18.792	-0.002	-0.001	0.009
O	6.36	10.798	23.568	0.013	-0.004	-0.019
O	-2.517	1.13	12.064	-0.007	-0.008	0
O	3.292	6.241	12.165	0.003	0.002	0.003
O	-1.763	11.223	23.79	-0.001	0.004	0.011
O	5.65	15.132	18.667	-0.002	-0.005	-0.005
O	0.42	-2.507	13.971	0.016	0.004	0.008
O	7.472	2.036	11.667	-0.015	0.013	-0.008
O	-1.867	13.906	23.808	0	-0.01	-0.018
O	1.922	7.56	20.743	0	0.005	0.011
O	9.935	13.897	23.777	0.005	-0.008	-0.001
O	-1.554	11.716	19.26	0.001	-0.007	0.001
O	0.211	5.574	20.163	0.003	0.002	0.013
O	9.088	11.881	19.156	0	-0.002	0.001
O	2.054	8.648	24.654	0.002	0.024	-0.017
O	10.044	3.465	23.766	0.006	0.004	-0.005
O	4.481	13.19	17.172	0	0	0.003
O	-3.687	12.484	22.463	-0.003	0	0.023
O	2.482	13.833	18.74	0.005	-0.013	-0.009
O	2.358	5.051	21.571	0.004	0.009	-0.01
O	2.561	5.655	18.991	0.003	-0.002	0.002
O	7.944	16.383	19.302	0.002	0.003	0.008
O	3.752	1.36	14.226	-0.002	-0.007	0.005
O	4.044	10.117	22.613	-0.016	0.005	0.011
O	6.498	8.716	18.909	0.004	0.001	0
O	1.891	-5.857	15.919	-0.003	0.004	0.015
O	5.524	-4.415	10.141	0.011	0.004	0.01
O	9.908	4.795	21.498	-0.001	-0.002	0.002
O	7.134	-3.234	11.842	0.003	0.009	-0.002
O	-1.608	4.432	16.324	0.002	0.004	-0.001
O	2.228	6.113	23.95	0.008	-0.012	-0.033
O	2.286	3.448	23.688	-0.001	0.002	0.001
O	0.132	4.807	23.028	0.009	-0.003	0.021
O	-0.239	6.041	14.701	-0.003	-0.004	0.014
O	2.018	10.223	20.971	-0.006	-0.017	-0.009
O	10.408	11.263	16.924	0	0.001	0.002
O	0.087	10.802	17.379	0.009	-0.003	0.003
O	9.753	1.788	17.513	0.007	-0.004	0.004
O	1.815	14.849	21.057	-0.005	0.004	0.006
O	7.976	10.261	17.368	0.001	0.002	0.004
O	-1.811	8.702	24.581	-0.005	0.032	-0.021
O	2.133	-0.521	14.559	0.003	-0.002	-0.002
O	1.864	5.35	10.062	-0.001	0.023	0.009
O	9.664	6.482	16.553	-0.003	-0.002	-0.005
O	7.203	4.376	12.787	0.011	0.013	0.003
O	0.602	5.527	17.192	0.006	-0.001	0.002
O	5.708	4.431	18.838	0.001	-0.002	-0.005
O	7.748	5.589	20.134	0.001	0	0.007
O	9.796	8.706	24.582	0.001	-0.009	-0.02
O	9.822	16.403	24.567	0.002	-0.016	-0.022
O	-2.031	3.491	23.692	-0.006	-0.003	0.012
O	7.56	13.855	20.032	0.004	0	0.009
O	3.072	5.203	16.49	0.005	0	-0.001
O	9.265	-0.703	15.332	-0.002	-0.004	-0.003
O	-1.622	-1.312	12.709	-0.004	-0.001	-0.004
O	-2.014	4.97	21.447	0.004	0.003	-0.005
O	-1.486	7.091	16.81	0.002	0.003	0.002
O	-1.81	0.976	24.548	-0.008	0.027	-0.018
O	1.796	1.434	16.236	0.004	-0.003	0
O	7.377	5.273	16.961	0.002	0.003	0.003
O	-1.838	9.244	18.339	0.003	0.005	0.009
O	7.253	2.703	17.507	0.001	-0.002	0.003
O	-0.044	2.182	11.402	-0.014	0.001	-0.015
O	5.508	5.783	23.837	-0.007	-0.022	-0.025
O	-5.241	4.794	10.032	0.008	0.018	0.022
O	5.066	2.824	12.491	0.012	0.006	-0.011
O	8.019	6.165	14.523	0	-0.002	0.015
O	6.868	9.584	11.855	0	-0.013	-0.006
O	7.483	-2.329	14.281	0.001	0.007	0.019
O	11.597	7.677	17.856	0.003	0.001	0.007
O	1.85	3.295	18.059	0.003	0.001	0.004
O	-3.987	-3.706	11.981	0.002	-0.002	-0.003
O	9.075	8.122	18.558	-0.001	0.001	0.006
O	9.436	-2.149	12.476	-0.02	0.002	0.001
O	10.188	14.211	20.005	0.008	0.004	0.007
O	5.381	6.691	20.272	-0.003	0.002	0.009
O	-2.59	14.062	20.167	-0.016	0.005	0.004
O	7.833	4.785	23.188	0.035	0.002	0.017
O	10.193	5.739	19.072	0.002	0.009	0.001
O	-1.464	-3.993	12.722	0.004	0.004	-0.002
O	3.303	3.856	14.256	0.006	0.006	0.005
O	-5.547	-2.955	9.976	0.011	0.022	0.028
O	8.992	3.35	19.481	-0.006	-0.011	0.001
O	11.64	13.371	17.981	0	-0.004	0.006
O	-1.088	12.604	21.672	0.006	0.002	0.004
O	5.285	3.878	16.172	0.002	0.002	0.002
O	0.287	-2.632	11.3	-0.009	0.004	0.01
O	3.06	12.549	21.795	-0.001	0.001	0.015
O	1.227	16.198	18.786	0	0.004	0.004
O	6.249	15.794	21.248	0.009	-0.006	-0.002
O	-3.987	-0.312	13.697	-0.009	-0.003	0.007
O	4.092	15.638	16.501	0	-0.003	0.001
O	0.404	8.526	13.931	0.012	0.01	0.002
O	2.734	11.277	17.848	-0.005	0.001	-0.002
O	-2.431	11.406	16.786	-0.001	0.002	0.003
O	9.995	6.166	23.761	0.003	-0.005	-0.004
O	4.028	15.031	22.397	0.009	-0.004	0.019
O	6.133	8.952	21.526	-0.002	-0.002	0.009
O	-3.94	0.367	16.165	-0.003	0.002	0.007
O	2.835	-3.338	11.564	-0.01	-0.001	0.002
O	-3.779	6.751	11.394	0.007	0.006	-0.012
O	-1.677	4.114	18.975	0.002	-0.005	0

Results
free energy: -270674.875 eV
free energy less fixed offsets of O -568.88, Si -635.61 eV per atom: -11.675 eV

The program warned: the cutoff lies below the one the program advises for these potential files; the forces do not sum to zero within the program's tolerance; the exchange-correlation potential is rough where the density is thin.
